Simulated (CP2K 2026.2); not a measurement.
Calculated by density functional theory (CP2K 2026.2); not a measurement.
Periodic cell of 507 atoms, Si360O147, from a study of silicon, its oxide and their interface. The atomic structure is a simulated model.
Doubt: the forces sum to 0.78 eV/angstrom along one axis rather than to zero, so they err by at least 0.0015 eV/angstrom per atom on average; the grid cutoff is modest.

Settings: functional PBE; method Gaussian and plane waves; basis set DZVP-MOLOPT-SR-GTH; pseudopotentials GTH-PBE; grid cutoff 300 Ry, relative cutoff 40 Ry; k points Gamma only; occupations fixed; spin none; net charge 0.

Cell vectors (angstrom)
a 16.32 0 0
b 0 16.32 0
c -3.7361 -0.7255 34.1103

Atoms and the computed forces on them: element, x, y, z (angstrom), force x, y, z (eV/angstrom)
Si 2.163 0.757 0.996 0.749 -0.085 0.451
Si -4.203 -7.761 25.005 -0.568 0.359 -0.307
Si -6.537 7.058 -3.369 0.46 0.145 0.566
Si -0.371 4.446 -0.215 0.045 0.069 0.024
Si -4.976 -4.408 -3.393 -0.025 -0.171 0.032
Si 1.719 -2.181 -3.781 0.012 0.027 -0.129
Si 6.397 1.89 1.495 -0.038 -0.009 -0.056
Si -0.962 0.822 -5.931 -0.195 -0.032 -0.05
Si 7.401 0.657 -0.2 -0.152 0.358 0.376
Si 7.386 6.907 1.686 0.073 0.023 0.684
Si -10.049 -0.065 -2.9 0.082 -0.04 0.005
Si -9.623 -4.453 -4.574 0.083 -0.014 -0.055
Si -8.442 -2.241 0.447 0.088 -0.381 0.734
Si -2.865 2.813 0.804 -0.128 -0.129 0.644
Si -5.489 4.109 -0.39 -0.581 -0.081 0.329
Si -6.245 -6.26 0.672 -0.035 -0.3 0.62
Si -0.815 -5.668 0.053 -0.137 0.014 0.081
Si -3.082 -6.666 -4.558 0.136 -0.007 -0.128
Si -3.152 2.318 3.054 0.021 0.08 -0.064
Si 2.948 2.648 2.42 0.042 0.028 -0.065
Si 0.519 5.805 2.556 0.048 0.15 0.561
Si 2.196 7.642 2.642 -0.102 -0.194 0.638
Si 0.272 -5.015 2.825 0.103 -0.141 0.639
Si 2.526 -2.81 2.858 0.382 0.37 0.19
Si 5.352 -0.009 2.647 -0.044 -0.007 0.08
Si -8.12 2.86 2.723 -0.007 0.04 0.042
Si 5.694 5.572 2.815 0.02 0.047 0.033
Si -7.867 8.332 3.231 -0.071 0.013 -0.01
Si 5.926 11.39 2.887 0.063 -0.063 -0.083
Si -8.639 -3.197 2.68 0.007 0.043 -0.067
Si -4.919 0.706 2.959 0.11 -0.036 0.551
Si -0.14 -0.241 2.855 0.157 0.239 0.748
Si -4.118 4.049 4.265 -0.023 0.038 0.029
Si -3.18 7.735 2.688 0.193 0.094 0.718
Si -6.191 -6.295 2.966 0.001 0.051 0.019
Si -2.322 -2.451 2.751 -0.274 -0.087 0.79
Si -1.356 1.314 4.132 0.034 -0.039 -0.047
Si 1.476 4.018 3.815 -0.027 -0.01 0.034
Si -1.342 6.732 3.838 0.054 0.005 -0.006
Si 1.356 9.495 3.924 0.004 -0.028 0.004
Si -1.314 -3.996 4.2 -0.011 -0.004 -0.055
Si 1.332 -1.383 4.261 -0.028 -0.036 -0.042
Si 4.082 1.358 4.06 0.041 0.007 0.013
Si 6.896 4.139 4.215 0.061 -0.056 0.034
Si 4.031 6.79 3.959 -0.045 0.017 0.012
Si 6.776 9.601 4.217 0.024 0.08 0.054
Si 4.127 12.301 4.106 -0.106 0.006 0.009
Si -9.551 -1.392 3.965 0.001 -0.03 -0.003
Si -6.794 1.48 4.118 -0.018 0.009 0.014
Si -5.381 5.529 2.99 -0.447 -0.428 0.186
Si -6.738 6.746 4.466 0.079 -0.026 0.024
Si -4.203 -6.963 4.075 0.049 -0.003 -0.069
Si -6.926 -4.238 3.968 -0.043 -0.021 0.003
Si -4.044 -1.302 3.947 0.008 -0.005 -0.106
Si -2.713 -0.06 5.494 -0.017 0.042 -0.033
Si 0.07 2.752 5.315 0.003 0.028 -0.024
Si -2.619 5.435 5.409 -0.016 0.028 -0.006
Si -0.074 8.172 5.287 0.005 -0.017 -0.01
Si -2.785 -5.473 5.325 -0.003 -0.02 -0.011
Si -0.013 -2.708 5.634 -0.012 0.041 0.045
Si 2.724 0.048 5.472 0.003 0.034 0.035
Si 5.462 2.707 5.425 -0.031 0.043 -0.005
Si 2.75 5.359 5.335 -0.011 -0.008 0.003
Si 5.337 8.174 5.395 -0.027 0.009 0.004
Si 2.75 10.819 5.359 0.042 -0.01 -0.011
Si 5.409 -2.618 5.478 0.044 0.028 -0.019
Si -8.154 -0.03 5.331 -0.003 0.002 -0.004
Si -5.525 2.772 5.611 0.022 -0.026 0.01
Si -8.164 5.408 5.679 -0.005 -0.018 0.038
Si -5.356 8.128 5.694 -0.054 0.032 0.012
Si -8.19 -5.398 5.588 0.011 -0.015 -0.055
Si -5.465 -2.765 5.225 0.035 0 -0.033
Si -1.39 -1.352 6.921 -0.006 -0.025 0.034
Si 1.342 1.4 6.78 0.011 0.012 0.008
Si -1.286 4.064 6.751 -0.018 -0.023 0.018
Si 1.334 6.779 6.65 -0.004 -0.011 -0.033
Si -1.397 9.506 6.719 -0.01 -0.009 0
Si 1.404 12.173 6.799 0.008 0.025 -0.025
Si 4.058 -1.309 6.85 0.026 0.009 -0.012
Si 6.82 1.323 6.759 0.024 0 0.013
Si 4.088 4.064 6.781 0.011 0.009 0.013
Si 6.725 6.849 6.823 0.018 0.03 -0.019
Si 4.049 9.517 6.809 -0.025 -0.011 0.013
Si 6.751 -4.012 6.853 -0.03 0.007 -0.024
Si -6.792 -1.406 6.684 0.005 0.008 -0.004
Si -4.088 1.34 6.815 -0.001 -0.013 0.005
Si -6.812 4.082 7.015 -0.012 0.002 0.054
Si -3.953 6.744 6.894 0.001 -0.062 -0.013
Si -6.802 -6.782 6.897 0.011 -0.007 0.012
Si -4.121 -4.083 6.691 -0.007 0.01 0.006
Si 0.001 0.04 8.182 0.003 0.026 0.001
Si 2.72 2.727 8.152 0 -0.018 -0.006
Si 0.033 5.447 8.115 0 0.006 0.003
Si 2.671 8.121 8.098 0.018 0.014 0.011
Si -0.014 10.838 8.114 0.005 -0.012 -0.003
Si 2.721 -2.737 8.161 -0.013 0.008 0
Si 5.452 0.023 8.177 0.007 0.008 -0.002
Si 8.12 2.663 8.222 0 -0.014 -0.008
Si 5.408 5.442 8.165 -0.003 -0.002 -0.007
Si 8.125 -8.149 8.193 0 -0.004 0.004
Si 5.412 -5.429 8.168 -0.007 -0.006 0.018
Si -8.15 -2.684 8.153 0.002 0.016 0.011
Si -5.46 -0.048 8.123 0.001 -0.021 -0.008
Si -2.689 2.717 8.125 0.009 0.019 0.008
Si -5.381 5.446 8.251 0 0.003 0.015
Si -2.661 8.171 8.195 -0.01 -0.006 0.009
Si -5.426 -5.399 8.17 0.013 -0.003 0
Si -2.775 -2.766 8.152 -0.02 0 0.004
Si -1.351 1.38 14.934 -0.003 0.011 0.006
Si 1.371 4.065 15.014 -0.004 -0.002 0.01
Si -1.333 6.782 14.954 0.022 -0.024 -0.008
Si 1.352 9.487 14.929 -0.006 0.006 -0.012
Si -1.38 -4.086 14.951 -0.024 0 -0.022
Si 1.348 -1.371 14.952 0.016 -0.013 0.008
Si 4.077 1.379 14.985 -0.003 0.009 -0.015
Si 6.815 4.081 14.982 0.004 -0.009 0.002
Si 4.067 6.792 14.982 -0.014 0.026 0.001
Si 6.779 -6.826 14.959 -0.006 0.001 0.007
Si 4.087 -4.095 14.918 0.014 -0.017 0.003
Si 6.78 -1.333 14.974 -0.011 0.007 0.009
Si -6.794 1.367 14.978 0.012 -0.02 -0.009
Si -4.068 4.089 14.962 0.008 0.001 -0.001
Si -6.804 6.789 14.973 0.002 0.005 -0.002
Si -4.066 9.517 14.945 0.012 -0.01 -0.011
Si -6.796 -4.055 14.927 -0.012 0.027 0.002
Si -4.094 -1.354 14.927 -0.02 0.004 -0.018
Si -2.749 0.039 16.245 -0.031 -0.029 -0.009
Si 0 2.69 16.36 -0.019 0 0.006
Si -2.671 5.424 16.321 0.008 0.022 -0.006
Si 0.022 8.13 16.32 -0.029 0.005 0.001
Si -2.727 -5.449 16.33 -0.021 0.008 0.012
Si -0.023 -2.737 16.308 0.018 0.018 0.046
Si 2.69 0.016 16.315 0.018 0.004 -0.011
Si 5.454 2.73 16.353 -0.009 -0.012 -0.007
Si 2.721 5.447 16.376 0.013 -0.013 -0.002
Si 5.411 8.144 16.354 -0.019 0.013 -0.009
Si 2.753 10.817 16.242 0.002 -0.035 0.003
Si 5.386 -2.697 16.296 0.01 -0.007 -0.011
Si -8.163 0.017 16.343 -0.014 0.006 -0.003
Si -5.425 2.733 16.328 -0.001 -0.012 -0.001
Si -8.155 5.429 16.365 0.005 0.012 -0.006
Si -5.41 8.153 16.302 0.008 0.017 -0.01
Si -8.154 -5.429 16.247 0.031 0.019 -0.024
Si -5.445 -2.696 16.301 -0.01 -0.025 -0.012
Si -1.44 -1.324 17.592 -0.023 0.006 -0.029
Si 1.313 1.292 17.742 0.019 -0.02 -0.032
Si -1.304 4.097 17.727 0.013 -0.014 -0.009
Si 1.374 6.822 17.755 0.011 -0.006 -0.006
Si -1.368 -6.857 17.656 0.019 -0.01 -0.02
Si 1.378 -4.185 17.559 -0.037 -0.014 -0.01
Si 3.999 -1.358 17.681 -0.011 -0.027 0
Si -9.53 1.355 17.729 -0.004 0.011 -0.009
Si 4.091 4.078 17.722 -0.021 0.026 -0.01
Si -9.559 6.775 17.708 -0.027 -0.013 0.024
Si 4.037 9.501 17.723 0 0.042 -0.002
Si -9.506 -4.047 17.569 -0.02 -0.04 0.003
Si -6.76 -1.314 17.685 0.017 -0.017 0.008
Si -4.018 1.412 17.675 0.014 -0.002 0.03
Si -6.788 4.048 17.721 0.004 0.023 0.008
Si -4.032 6.787 17.655 -0.011 -0.022 -0.008
Si -6.772 9.562 17.602 -0.015 0.016 -0.012
Si -4.124 -4.081 17.664 -0.007 0.001 -0.05
Si -0.113 -0.09 19.08 0.029 -0.056 0.067
Si 2.695 2.706 19.03 0.019 0.025 -0.053
Si 0.03 5.465 19.131 0.022 0.022 0.01
Si 2.71 8.145 19.197 0.001 0.021 -0.013
Si 0.069 -5.559 18.95 0.049 -0.019 0.02
Si 2.541 -2.734 18.96 -0.071 0.036 0.09
Si 5.424 -0.058 19.049 -0.021 0.002 -0.021
Si -8.162 2.706 19.118 0.019 -0.014 0.015
Si 5.416 5.425 19.153 -0.001 -0.003 -0.021
Si -8.159 8.23 18.899 0.01 0.032 -0.005
Si 5.418 10.982 18.92 0.005 -0.003 -0.028
Si -8.128 -2.744 18.952 0.008 0.006 -0.021
Si -5.383 0.085 19.032 -0.03 0.021 0.006
Si -2.62 2.72 19.091 -0.019 -0.035 -0.012
Si -5.338 5.396 19.005 0.025 -0.018 -0.018
Si -2.704 -8.185 19.059 0.006 0.03 -0.018
Si -5.468 -5.423 19.05 0.03 0.006 -0.013
Si -2.75 -2.707 18.957 -0.007 -0.011 -0.024
Si -1.258 1.407 20.537 -0.024 0.058 0.028
Si 1.478 4.132 20.457 0.048 0.006 -0.022
Si -1.368 6.81 20.5 0.009 -0.039 0.034
Si 1.299 -6.835 20.577 -0.107 0.026 0.007
Si -1.125 -3.953 20.108 -0.094 0.047 0.006
Si 0.565 -2.099 20.177 0.111 -0.072 -0.131
Si 3.965 1.259 20.343 -0.066 -0.057 -0.019
Si -9.528 4.052 20.503 0.011 0.005 -0.072
Si 4.099 6.792 20.591 -0.046 -0.005 0.005
Si -9.498 9.652 20.218 0.037 0.051 0.015
Si 4.043 -3.944 20.237 0.091 -0.049 -0.019
Si 6.878 -1.415 20.34 -0.027 0.034 0.058
Si -6.724 1.412 20.482 0.006 -0.091 0.041
Si -3.956 4.081 20.454 -0.007 0.023 0.04
Si -6.74 6.863 20.141 -0.042 0.05 -0.02
Si -4.032 -6.75 20.365 -0.005 0.019 -0.045
Si -6.815 -4.035 20.418 0.063 0.02 0.017
Si -4.001 -1.271 20.365 -0.005 -0.039 0.027
Si -2.715 0.094 21.833 0.004 -0.038 0.027
Si 0.185 2.811 21.882 -0.036 -0.034 0.043
Si -2.658 5.436 21.938 0.019 -0.025 -0.03
Si 0.968 6.267 23.336 -0.214 -0.144 -0.6
Si -2.502 -5.383 21.554 0.1 0.01 0.047
Si 0.955 -1.609 22.372 -0.028 -0.013 0.123
Si 2.69 0.082 22.023 -0.096 0.025 0.042
Si 5.388 2.549 21.75 -0.028 -0.087 0.126
Si 2.794 5.374 22.048 0.064 0.011 0.011
Si 5.564 8.313 21.649 -0.016 -0.025 0.059
Si 1.846 -3.728 23.116 -0.371 -0.105 -0.384
Si 5.39 -2.632 21.688 0.012 0.014 -0.079
Si -7.847 -0.288 21.693 -0.148 0.168 -0.691
Si -5.385 2.843 21.849 -0.028 0.044 0.042
Si -8.067 5.597 21.579 -0.021 -0.007 0.093
Si -5.474 -8.14 21.617 0.09 0.002 0.091
Si -8.28 -5.322 21.749 -0.094 0.04 0.049
Si -5.592 -2.43 21.654 0.079 -0.133 -0.691
Si -1.376 -1.351 23.187 0.386 0.591 -0.298
Si 1.984 1.957 23.222 0.198 0.153 -0.645
Si -0.798 4.502 23.219 0.088 0.269 -0.58
Si -1.587 -6.786 23.224 -0.062 -0.196 -0.684
Si -0.088 8.058 22.049 0.093 -0.02 -0.013
Si 2.776 -5.297 21.626 -0.006 -0.003 0.045
Si 4.54 -0.873 23.035 0.117 0.048 0.012
Si 6.159 0.856 23.247 -0.472 -0.072 -0.513
Si 3.855 3.536 23.25 -0.26 -0.031 -0.5
Si -8.894 7.433 22.791 0.1 0.258 -0.654
Si 4.598 -6.208 22.791 0.206 0.263 -0.664
Si 6.184 -4.406 23.004 0.018 -0.191 -0.528
Si -10.334 -2.984 25.873 -0.058 -0.09 -0.267
Si -4.084 1.405 23.191 -0.109 0.028 -0.666
Si -6.416 4.511 27.538 -0.277 -0.149 -0.733
Si -4.571 6.436 22.963 -0.065 -0.132 -0.514
Si -7.232 -7.105 22.818 0.031 -0.023 -0.018
Si -3.24 -3.736 22.976 -0.046 -0.373 -0.353
Si -3.506 4.206 27.602 -0.02 0.078 0.117
Si -6.305 1.458 -1.818 0.053 0.1 0
Si -7.451 3.712 25.617 0.188 0.243 0.476
Si -1.824 5.454 -2.699 -0.053 0.035 0.036
Si -2.147 2.752 25.331 0.205 0.008 -0.044
Si -6.448 -6.834 25.025 0.306 -0.283 -0.679
Si 4.856 3.835 1.445 0.076 -0.404 0.473
Si -3.392 -7.266 -0.105 0.026 -0.159 0.091
Si 2.324 7.121 26.156 -0.033 0.031 -0.115
Si -10.03 2.893 -3.92 0.125 -0.037 0.116
Si 1.074 -6.864 -1.747 0.06 0.162 -0.03
Si -7.342 -0.021 -4.343 0.027 0 0.034
Si -6.327 4.76 22.887 0.239 0.02 -0.578
Si 3.692 -1.282 1.355 -0.024 0.04 -0.061
Si 4.907 5.874 -1.035 0.023 -0.057 0.074
Si -8.972 7.789 25.728 0.133 0.085 -0.172
Si -1.752 -3.147 25.413 -0.201 0.076 -0.125
Si -0.719 8.043 -3.734 -0.158 0.041 -0.102
Si 1.965 0.526 25.934 -0.107 -0.012 -0.112
Si 0.085 -4.045 -2.177 0.029 -0.086 -0.004
Si 1.653 2.375 -1.654 -0.173 -0.038 0.112
Si -0.401 1.647 27.544 -0.104 0.028 -0.027
Si -6.912 4.527 1.463 0.437 -0.407 0.106
Si 4.56 -7.38 25.665 0.148 -0.036 -0.054
Si -6.007 0.85 25.508 0.052 -0.058 0.004
Si -10.603 6.794 -5.156 -0.041 0.083 0.033
Si -0.436 -6.4 -6.029 -0.105 0.081 0.062
Si -6.179 -3.75 -0.751 -0.071 0.118 -0.099
Si 3.447 -7.78 -0.127 -0.017 -0.051 0.065
Si -6.115 -4.1 26.697 -0.17 -0.101 -0.001
Si -10.496 2.832 25.555 -0.106 0.077 -0.172
Si -2.487 -2.714 -2.764 0.11 -0.058 0.013
Si -9.006 -7.359 -3.523 -0.005 -0.09 -0.087
Si -3.386 -2.472 0.052 0.026 -0.093 -0.001
Si -6.906 -2.969 -5.323 -0.151 0.157 0.05
Si -8.923 -7.232 -0.42 0.156 0.092 0.114
Si 2.234 -6.338 26.905 0.09 -0.074 -0.029
Si -1.503 3.318 -4.719 0.011 0.01 -0.021
Si 0.555 -4.906 24.621 0.14 0.088 -0.528
Si 3.594 4.152 -3.016 0.014 -0.075 0.118
Si 4.865 -2.976 -0.078 -0.311 -0.121 0.61
Si -3.244 -4.19 27.814 -0.019 -0.086 -0.053
Si -4.751 7.31 -5.743 -0.004 0.087 -0.05
Si -4.598 6.702 -1.928 -0.436 0.183 -0.26
Si -7.719 -1.614 26.347 0.004 -0.066 0.124
Si 3.469 -1.853 24.835 0.19 0.379 -0.399
Si 5.319 -5.288 0.67 -0.012 0.628 0.401
Si 2.996 5.217 -5.495 0.037 0.097 -0.082
Si -2.724 -1.514 -5.374 -0.146 -0.011 0.043
Si -4.332 0.429 0.122 -0.11 0.136 0.016
Si -9.054 5.313 -2.888 0.023 0.02 -0.002
Si 1.647 0.92 -4.381 0.051 -0.005 0.063
Si 4.266 1.465 27.721 0.06 -0.024 0.134
Si 4.579 -2.642 -3.107 0.025 -0.006 -0.07
Si -1.36 1.38 9.535 0.006 -0.013 0.008
Si 1.37 4.091 9.508 0.011 0.004 -0.002
Si -1.31 6.792 9.521 -0.01 0.016 0.01
Si 1.338 9.482 9.491 -0.016 -0.022 -0.002
Si -1.371 -4.112 9.484 -0.006 0 0
Si 1.359 -1.36 9.509 -0.004 -0.005 -0.003
Si 4.08 1.376 9.525 0.016 0.009 0.003
Si 6.769 4.075 9.534 0.006 -0.013 -0.007
Si 4.041 6.796 9.504 -0.005 0.001 -0.002
Si 6.778 -6.782 9.538 0.006 0.008 0.018
Si 4.068 -4.079 9.54 0.008 -0.002 0.007
Si -9.512 -1.341 9.528 0.007 -0.002 0.007
Si -6.802 1.31 9.528 -0.015 0.005 -0.002
Si -4.032 4.051 9.547 -0.002 0.007 0.005
Si -6.802 6.815 9.54 0.004 -0.006 0.005
Si -4.066 -6.786 9.514 -0.005 0.004 0.001
Si -6.8 -4.054 9.522 -0.001 -0.006 0.005
Si -4.111 -1.385 9.515 0.009 -0.005 0.005
Si -2.732 -0.01 10.86 -0.01 0.01 -0.005
Si 0.009 2.735 10.881 -0.021 0 -0.005
Si -2.688 5.443 10.883 0.001 -0.004 -0.001
Si 0.02 8.141 10.898 0.007 -0.018 0.014
Si -2.708 -5.449 10.881 0.013 -0.016 -0.002
Si -0.018 -2.729 10.846 -0.002 0.012 0.004
Si 2.725 -0.003 10.875 0.017 -0.003 -0.005
Si 5.421 2.732 10.907 -0.012 0.02 0.006
Si 2.719 5.433 10.886 -0.001 0.006 0.004
Si 5.416 -8.168 10.868 0.001 0.005 -0.005
Si 2.695 -5.462 10.86 -0.002 0.016 -0.006
Si -10.877 -2.716 10.881 0.006 -0.011 -0.004
Si -8.171 0.001 10.908 0.002 -0.012 -0.001
Si -5.432 2.694 10.871 0.026 -0.016 -0.005
Si -8.161 5.429 10.88 0.011 -0.012 0
Si -5.438 -8.139 10.883 -0.018 0.021 0.014
Si -8.157 -5.428 10.878 -0.002 0.007 -0.004
Si -5.457 -2.715 10.903 -0.019 0.004 -0.001
Si -1.365 -1.364 12.219 -0.007 -0.017 0.003
Si 1.369 1.364 12.237 0.006 0.001 0.006
Si -1.343 4.086 12.249 0.016 0.015 0.007
Si 1.368 6.773 12.252 0.018 -0.001 0
Si -1.353 9.507 12.237 -0.014 -0.002 -0.003
Si 1.34 -4.089 12.217 -0.018 -0.009 -0.001
Si 4.081 -1.356 12.244 0.01 0.002 -0.001
Si 6.794 1.376 12.256 0.006 -0.002 -0.01
Si 4.073 4.089 12.267 -0.008 -0.006 -0.003
Si 6.787 -9.53 12.234 0.002 0.002 -0.005
Si 4.063 -6.811 12.229 -0.003 -0.011 0.004
Si -9.518 -4.076 12.237 0.017 0 -0.002
Si -6.82 -1.357 12.256 -0.014 0.021 0.006
Si -4.08 1.347 12.239 -0.015 -0.004 0.006
Si -6.789 4.069 12.234 -0.003 -0.003 0.003
Si -4.072 6.803 12.231 -0.006 0.004 0
Si -6.805 -6.793 12.248 0.007 0.011 0.001
Si -4.076 -4.083 12.228 0.002 0 -0.007
Si 0 -0.002 13.583 -0.014 -0.001 -0.007
Si 2.716 2.726 13.62 0.019 0.014 0.006
Si 0.023 5.414 13.622 -0.01 -0.001 0.01
Si 2.723 8.135 13.593 -0.01 -0.015 -0.004
Si -0.009 10.874 13.596 0.006 -0.001 0
Si 2.707 -2.73 13.581 0.006 -0.011 -0.011
Si 5.428 0.019 13.611 0.009 0.008 0.006
Si 8.169 2.726 13.612 0.001 0.009 0.004
Si 5.442 5.44 13.626 0.002 0.002 -0.002
Si 8.153 -8.175 13.6 -0.014 -0.002 0
Si 5.446 -5.457 13.575 -0.002 0.007 -0.011
Si -8.185 -2.703 13.608 0.007 -0.014 0.009
Si -5.458 0.006 13.596 -0.012 -0.033 -0.005
Si -2.721 2.728 13.586 -0.005 -0.008 -0.014
Si -5.434 5.442 13.597 0.005 0 -0.002
Si -2.704 8.148 13.599 0.01 0.013 0.005
Si -5.431 -5.435 13.593 -0.001 0.011 0.01
Si -2.725 -2.719 13.585 -0.003 0.002 0.001
O -0.403 -4.257 -0.641 0.25 0.557 0.104
O 1.913 1.21 -0.555 -0.118 -0.341 -0.472
O -3.975 -3.23 -3.011 -0.226 0.43 -0.021
O -0.249 -3.676 25.273 0.39 0.234 0.532
O 1.421 -3.947 2.276 -0.113 -0.012 -0.406
O -1.21 -1.337 2.285 -0.142 0.18 -0.503
O -0.08 3.803 -5.365 0.5 -0.136 0.117
O -5.319 0.844 1.346 -0.46 0.342 -0.287
O -4.718 -3.254 -0.338 0.069 -0.142 -0.052
O 0.68 0.367 1.574 -0.375 -0.032 -0.197
O -4.311 6.601 2.305 -0.06 -0.148 -0.537
O -2.801 -7.92 1.253 0.625 0.089 -0.279
O -2.745 -3.201 1.348 -0.269 -0.543 -0.327
O -3.995 -5.65 -3.702 -0.079 0.062 0.296
O -0.748 -5.513 1.646 -0.356 -0.024 0.026
O -8.629 0.321 23.001 0.458 0.071 0.604
O -6.733 -1.384 22.229 0.121 0 0.577
O -4.753 -3.121 22.899 -0.402 -0.034 0.707
O -3.78 -1.004 0.538 0.071 -0.025 0.742
O 2.989 -3.289 24.244 0.092 -0.452 0.22
O -1.12 3.854 24.709 0.231 -0.022 0.504
O 1.64 -7.846 26.757 -0.62 -0.012 0.019
O -9.319 2.949 -5.369 0.005 0.224 -0.307
O 3.091 3.04 -1.975 0.69 -0.236 0.038
O 1.133 1.76 -3.073 -0.312 0.204 -0.001
O -9.191 6.991 24.345 -0.314 -0.157 0.275
O -9.986 0.095 -1.295 -0.658 -0.04 0.033
O -5.803 2.998 -1.567 -0.035 0.161 -0.492
O 2.856 1.691 -5.158 0.257 -0.02 0.283
O -4.04 3.793 0.275 0.384 0.484 0.251
O -7.673 0.906 -5.636 0.203 -0.126 -0.247
O -5.891 6.674 -4.807 -0.243 -0.497 -0.368
O -9.891 5.872 -1.615 0.29 -0.054 0.342
O 3.859 -6.46 26.797 0.369 0.241 0.706
O 4.86 3.622 -3.857 0.008 -0.03 -0.739
O 2.188 -1.019 25.447 -0.34 -0.143 0.218
O -6.973 4.64 24.386 0.011 0.281 0.222
O 4.667 3.655 24.716 -0.266 0.232 0.464
O -5.192 0.434 -1.23 -0.026 -0.444 -0.311
O 4.196 -2.923 -1.561 -0.509 -0.208 -0.052
O 4.549 -2.241 25.973 -0.072 -0.013 0.507
O -7.501 -7.849 25.81 0.178 -0.118 0.381
O -10.094 -3.966 24.601 0.055 -0.169 0.339
O -3.902 -7.681 26.591 0.264 -0.196 0.249
O -1.637 1.706 -4.738 -0.505 -0.007 0.478
O 4.228 -6.468 0.401 -0.287 0.233 -0.167
O -3.793 7.886 -1.147 0.383 0.33 -0.032
O -2.073 -3.473 26.953 0.464 0.158 0.358
O 4.146 -6.691 24.278 -0.414 0.175 -0.046
O 2.415 6.077 27.389 0.395 -0.568 -0.128
O -1.42 3.433 0.475 0.358 -0.154 0.159
O -7.544 5.878 -2.852 -0.022 -0.42 0.354
O -5.127 0.607 24.169 0.097 -0.636 -0.076
O -6.672 -1.428 -4.818 0.533 0.032 -0.121
O 4.437 7.323 -0.51 0.131 0.107 0.132
O -3.387 5.882 -2.671 -0.126 -0.328 -0.247
O -0.113 3.246 27.757 0.158 -0.025 -0.198
O -4.516 -4.012 26.835 0.284 0.066 -0.574
O 1.574 -5.481 25.728 0.087 0.185 -0.043
O -9.749 5.717 -4.304 -0.071 -0.281 -0.236
O -4.87 5.067 27.418 0.015 0.41 -0.294
O 0.339 -8.036 -2.555 0.406 -0.252 0.102
O -10.224 1.434 24.769 0.045 -0.237 0.294
O -2.913 -7.205 24.13 -0.076 -0.228 0.28
O 0.331 -6.741 -0.321 0.139 -0.352 0.535
O 0.65 -2.66 -4.903 -0.415 0.108 0.097
O -2.016 -6.062 -5.664 -0.067 0.593 -0.533
O 4.715 4.657 0.02 -0.107 -0.289 -0.441
O -1.471 -0.704 -6.013 0.433 -0.215 -0.156
O 2.482 4.583 -4.092 -0.672 0.015 0.156
O -10.589 -3.68 -3.54 0.1 -0.06 0.473
O 1.606 5.747 -6.173 -0.186 0.598 0.132
O -3.055 1.413 -0.007 0.33 -0.182 -0.413
O 0.692 3.53 -1.038 -0.108 0.272 -0.161
O 0.481 -5.055 -5.895 0.134 0.021 0.494
O 1.936 -0.575 -3.81 0.377 0.175 0.433
O -8.996 -5.792 -3.909 0.198 -0.063 0.351
O -3.457 6.378 -5.76 0.408 0.075 -0.026
O -8.349 -0.625 0.649 0.485 0.028 0.574
O -10.601 -4.893 -5.793 -0.666 0.41 0.193
O -1.688 -1.612 24.81 -0.324 0.375 0.531
O -6.787 -2.87 25.883 0.041 -0.091 -0.582
O -6.518 -5.439 25.895 -0.364 0.086 -0.293
O -9.868 -2.588 -0.247 0.012 -0.116 -0.541
O -7.491 -7.958 -3.68 0.236 0.082 -0.396
O -2.074 -2.679 22.492 0.197 -0.047 -0.665
O -3.292 3.496 26.174 -0.586 0.251 -0.38
O -3.997 -0.807 -6.117 -0.511 0.301 0.358
O 5.124 -1.124 -3.28 -0.254 0.254 -0.378
O -4.222 -7.571 -5.254 -0.288 0.138 0.017
O -7.964 5.747 1.045 -0.194 0.077 -0.447
O -8.425 -3.462 -5.035 -0.166 0.478 0.111
O -2.449 -1.445 -3.784 -0.058 0.298 0.191
O -7.277 -2.561 -0.672 0.148 0.466 -0.355
O -4.752 -6.432 0.088 0.354 0.166 -0.121
O -2.147 -7.513 -3.531 -0.263 -0.215 0.748
O -9.332 -7.53 -1.948 -0.302 -0.193 0.005
O -10.163 -7.435 25.869 -0.143 0.341 0.155
O -2.89 2.071 24.078 0.12 0.097 -0.185
O -2.82 -3.088 -5.849 -0.039 -0.315 0.328
O 0.594 0.767 -5.587 0.509 -0.322 -0.436
O 1.062 -2.765 -2.396 0.284 0.301 0.732
O 5.359 2.482 27.077 0.421 0.502 0.574
O -8.638 -0.533 -3.519 0.043 -0.648 0.164
O 0.87 -5.442 -2.552 0.235 -0.021 -0.509
O 0.291 5.339 0.976 -0.011 0.032 -0.515
O -9.116 6.704 26.896 -0.292 -0.767 0.059
O -4.986 0.83 26.768 0.317 0.236 -0.066
O -2.856 -3.981 24.541 -0.528 -0.14 0.347
O -7.7 1.334 -1.019 -0.021 0.315 -0.187
O -9.055 3.68 -2.869 0.529 -0.225 0.572
O -1.435 1.639 26.279 -0.04 -0.645 -0.326
O -9.082 3.627 25.632 -0.044 0.337 0.183
O 3.94 5.527 -2.265 -0.195 0.319 -0.304
O -10.158 -8.115 -4.425 -0.298 0.291 -0.184
O 1.46 6.575 24.894 -0.193 -0.216 0.402
O -6.019 -4.554 -2.152 -0.333 -0.573 -0.277
O -4.371 7.003 24.512 -0.132 -0.338 0.66
O -9.491 7.882 0.503 -0.375 -0.109 -0.51
O -9.596 -5.806 -0.027 0.126 0.298 0.119
O 1.473 1.465 24.711 -0.571 0.219 0.476
O 4.124 6.374 -5.221 -0.463 0.158 0.256
O -1.288 -3.784 -3.04 -0.12 -0.155 -0.304
O -1.021 6.451 -3.712 -0.006 -0.316 -0.197
O -10.35 1.377 -3.53 -0.237 -0.001 0.028
O 2.593 -7.31 -1.43 0.426 -0.062 -0.32
O -6.742 -4.759 0.358 -0.512 0.398 0.475
O 2.509 8.012 1.077 -0.206 0.187 -0.38
O -2.242 -6.195 -0.532 -0.108 0.289 -0.525
O -2.685 3.894 -5.658 -0.481 -0.257 -0.083
O -5.335 5.624 -0.956 -0.257 0.533 0.309
O 3.207 -2.818 -3.957 0.097 -0.289 -0.6
O 0.886 0.754 27.113 0.03 -0.149 0.298
O -7.31 -7.203 -0.149 0.182 -0.397 -0.356
O -6.487 0.965 -3.355 0.207 0.23 -0.219
O -1.144 5.455 -1.226 0.197 0.694 0.049
O 3.422 0.976 26.44 0.564 0.031 -0.374
O -0.519 -6.055 24.216 0.186 -0.099 0.404
O -5.874 -3.998 -4.644 0.274 -0.131 -0.264
O 3.851 7.472 25.695 0.301 -0.551 -0.204
O -0.038 -7.643 -5.064 0.476 -0.289 -0.141
O -6.796 2.243 25.381 0.202 0.1 0.019
O -1.678 3.93 -3.24 0.096 -0.307 0.444
O -9.217 -1.815 25.811 -0.154 0.441 -0.406
O -10.235 -3.831 27.23 0.224 -0.634 -0.137
O -7.115 -0.293 25.688 -0.169 0.182 -0.328
O -2.394 -2.293 -1.21 0.384 0.101 0.022

Results
total energy: -102960.528 eV
total energy less fixed offsets of O -438.25, Si -107.07 eV per atom: 7.422 eV
